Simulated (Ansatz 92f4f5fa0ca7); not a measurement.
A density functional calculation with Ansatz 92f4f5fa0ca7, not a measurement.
Periodic cell of 213 atoms, Si132O80H1, from a study of silicon, its oxide and their interface. The atomic structure is a simulated model.
Doubt: the cutoff is far below the 930 eV that the study's wrapper takes by default for these files, so forces and energies are approximate.
This geometry differs little from another in the collection (a relaxation step or a small displacement).

Settings
functional: PBE
potential files: Ansatz PAW
basis: plane waves
wave-function cutoff: 580 eV
density cutoff ratio: 5
exchange-correlation grid ratio: 1
k mesh: 1 x 1 x 1, Gamma-centred
self-consistency stop: 5e-08 eV per atom in the density residual
occupations: fixed
spin: none
net charge: +1 e, with a uniform compensating background and no finite-size correction

Cell vectors (angstrom)
a	10.938	0	0
b	0	10.938	0
c	0	0	31.649

Atoms: element, x, y, z (angstrom)
Si	-0.5535	0.5952	24.147
Si	6.156	-0.5282	24.0409
Si	2.342	3.2032	24.461
Si	8.6463	2.4088	24.3514
Si	0.5232	4.8588	24.2399
Si	5.1586	5.716	24.3313
Si	3.327	7.5138	24.1915
Si	7.774	8.6206	24.2834
Si	1.3133	1.349	25.4551
Si	6.8841	1.2876	25.4458
Si	4.077	4.1431	25.7031
Si	9.6968	4.0639	25.6076
Si	1.4405	6.7477	25.4317
Si	6.8348	6.8539	25.5417
Si	4.2138	9.4964	25.2427
Si	9.5742	9.6446	25.4196
Si	2.7764	-0.0636	26.7252
Si	8.222	-0.0187	26.8946
Si	0.0583	2.6809	26.9537
Si	5.5052	2.678	26.8432
Si	2.7011	5.4987	26.9772
Si	8.2355	5.4628	26.8481
Si	0.0276	8.2028	26.76
Si	5.4575	8.2254	26.868
Si	4.1018	1.3673	28.2307
Si	9.5708	1.3673	28.2307
Si	1.3673	4.1018	28.2307
Si	6.8362	4.1018	28.2307
Si	4.1018	6.8362	28.2307
Si	9.5708	6.8362	28.2307
Si	1.3673	9.5708	28.2307
Si	6.8362	9.5708	28.2307
Si	0	0	29.598
Si	5.469	0	29.598
Si	2.7345	2.7345	29.598
Si	8.2035	2.7345	29.598
Si	0	5.469	29.598
Si	5.469	5.469	29.598
Si	2.7345	8.2035	29.598
Si	8.2035	8.2035	29.598
Si	1.3673	1.3673	30.9652
Si	6.8362	1.3673	30.9652
Si	4.1018	4.1018	30.9652
Si	9.5708	4.1018	30.9652
Si	1.3673	6.8362	30.9652
Si	6.8362	6.8362	30.9652
Si	4.1018	9.5708	30.9652
Si	9.5708	9.5708	30.9652
Si	2.7345	0	0.6835
Si	8.2035	0	0.6835
Si	0	2.7345	0.6835
Si	5.469	2.7345	0.6835
Si	2.7345	5.469	0.6835
Si	8.2035	5.469	0.6835
Si	0	8.2035	0.6835
Si	5.469	8.2035	0.6835
Si	4.1018	1.3673	2.0507
Si	9.5708	1.3673	2.0507
Si	1.3673	4.1018	2.0507
Si	6.8362	4.1018	2.0507
Si	4.1018	6.8362	2.0507
Si	9.5708	6.8362	2.0507
Si	1.3673	9.5708	2.0507
Si	6.8362	9.5708	2.0507
Si	0	0	3.418
Si	5.469	0	3.418
Si	2.7345	2.7345	3.418
Si	8.2035	2.7345	3.418
Si	0	5.469	3.418
Si	5.469	5.469	3.418
Si	2.7345	8.2035	3.418
Si	8.2035	8.2035	3.418
Si	1.455	1.3218	4.7015
Si	6.8132	1.375	4.8544
Si	4.0739	4.0957	4.7126
Si	9.4633	4.2301	4.8357
Si	1.3097	6.8653	4.7933
Si	6.8504	6.8215	4.8335
Si	4.1228	9.5355	4.8642
Si	9.4587	9.6539	4.7175
Si	2.7042	-0.0405	6.218
Si	8.1776	0.0271	6.2712
Si	0.0032	2.7821	5.9035
Si	5.3306	2.72	6.1486
Si	2.7856	5.5453	6.1032
Si	8.1131	5.5182	6.4419
Si	-0.2177	8.2022	6.0205
Si	5.4811	8.1409	6.26
Si	3.4713	1.8493	7.4166
Si	10.2699	0.8935	7.0604
Si	1.9018	3.5864	6.9132
Si	6.2476	4.3921	7.5043
Si	4.6094	6.2412	7.4599
Si	8.9338	7.5794	7.5038
Si	0.7893	9.9397	7.1793
Si	7.0772	9.2629	7.5978
O	0.7492	9.5556	8.8085
O	2.6003	4.1851	9.4743
O	10.6138	1.4878	8.6027
O	6.4028	9.6729	9.0847
O	3.4081	1.751	9.0877
O	4.0714	6.4496	9.0249
O	6.3133	3.6612	9.0205
O	9.6045	7.7794	9.0372
O	3.1369	2.8385	23.04
O	6.2329	10.7258	22.3823
O	8.1109	3.2561	23.0309
O	0.0196	4.9692	22.6374
O	8.1447	8.1839	22.7198
O	2.7029	7.6915	22.6475
O	5.8839	4.8125	23.1118
O	10.7801	11.1875	22.5593
Si	7.0637	0.1624	21.0057
Si	7.0501	2.3532	14.7929
Si	6.8359	2.4196	9.9672
Si	3.1895	3.6711	21.648
Si	-3.1504	7.2111	21.4607
Si	-0.6001	9.1241	9.643
Si	10.0721	11.3933	21.095
Si	4.0607	3.0152	14.8384
Si	4.8608	-6.2767	18.2314
Si	7.4146	4.2742	12.4517
Si	-1.9784	7.8374	16.781
Si	5.822	10.451	10.4214
Si	3.4837	-1.6975	12.1492
Si	7.3203	10.4843	13.239
Si	16.1237	-3.8196	19.7966
Si	14.0908	0.2215	14.3891
Si	7.1877	4.3303	22.2396
Si	0.578	4.8369	21.0996
Si	2.9973	2.7937	10.2846
Si	11.348	1.0263	14.9481
Si	9.5465	1.0828	9.7615
Si	15.3533	15.4941	12.2368
Si	5.1021	8.9402	14.5995
Si	11.5863	8.054	12.2372
Si	10.2799	5.2735	12.8253
Si	9.8707	9.456	14.3247
Si	5.6879	2.6948	20.0455
Si	8.8627	9.1165	19.5956
Si	2.76	6.6964	21.3551
Si	9.4186	2.7368	16.6466
Si	11.2978	2.3205	12.0121
Si	-0.1211	2.8169	19.2006
Si	2.9175	5.754	9.9495
Si	-0.3889	-5.5252	16.0458
Si	5.9346	-3.8989	16.9438
Si	2.0994	3.9048	17.2247
O	19.1075	1.7923	9.2777
O	16.9169	5.0562	12.2789
O	9.4025	4.3534	16.5029
O	4.1899	-0.7624	15.1774
O	12.6375	3.6422	21.0091
O	1.2881	6.2866	20.7451
O	10.9708	3.8823	12.328
O	-0.4614	4.2638	19.9632
O	-1.3824	-8.5453	18.2301
O	4.3484	9.7991	10.8449
O	3.4779	5.2881	21.8678
O	10.8961	1.6026	20.2868
O	-4.1705	3.5783	20.8688
O	-2.8815	5.6603	21.8629
O	13.7431	10.5018	12.9345
O	3.4715	5.6796	11.4984
O	8.5018	11.8037	21.3889
O	10.4385	5.5317	14.4156
O	1.5352	6.5583	9.6611
O	4.2253	3.1888	11.3062
O	11.4485	12.4391	13.3935
O	8.889	-0.8823	13.1686
O	11.1561	8.649	13.695
O	7.041	1.059	13.7932
O	5.5879	2.7856	15.3788
O	7.3452	3.0517	11.3743
O	4.2109	2.8791	20.6989
O	14.8743	4.2648	13.7733
O	5.8058	12.0792	10.1118
O	-4.7139	7.4586	21.0066
O	10.7048	8.8777	11.1741
O	5.1942	-3.1842	15.6882
O	5.2617	5.5084	19.5646
O	12.8201	0.4776	15.3705
O	-2.2237	5.2708	12.2882
O	3.6599	7.4794	20.2416
O	11.1341	6.4745	12.094
O	8.8053	-3.3268	20.2453
O	9.0185	8.5219	15.3157
O	-0.7179	6.8036	16.823
O	6.1245	1.1368	20.101
O	7.4453	-1.0877	20.0114
O	2.9817	3.1564	16.0499
O	5.4474	-5.4678	16.9379
O	8.0616	2.0792	16.0401
O	10.3555	-0.2178	15.2043
O	6.7895	10.2861	11.7164
O	12.0587	4.9802	16.4834
O	1.2105	2.9521	18.2258
O	10.7625	2.2476	15.8321
O	6.5948	9.4715	14.2775
O	3.2281	-6.3023	18.1491
O	7.5487	7.0369	16.8269
O	5.5483	3.1956	18.4816
O	5.5186	7.8021	18.3459
O	-1.8838	-2.0006	17.985
O	1.7303	2.2273	11.1281
O	10.0893	10.0083	20.213
O	2.2219	-2.6914	11.8396
O	4.4545	8.4194	13.1847
O	9.2978	-0.5377	9.6626
O	7.6063	14.5618	13.9282
O	3.7545	1.6695	13.986
O	10.0732	1.6137	11.1945
H	0.7896	6.288	10.229

Results
free energy: -129428.864 eV
free energy less fixed offsets of H -15.97, O -568.88, Si -635.61 eV per atom: -1.974 eV

Forces (eV/angstrom), in the order of the atoms: element, x, y, z
Si	-0.0021	0.0037	0.0126
Si	0.0033	-0.0033	0.0154
Si	-0.001	0.0031	0.0017
Si	0.0005	-0.0058	0.0068
Si	0.0047	-0.0017	0.0103
Si	-0.0041	0.0039	0.0078
Si	0.0053	-0.0005	0.0079
Si	0.0004	0.0017	0.0089
Si	0.0011	0	0.0023
Si	0.0019	0.0025	0.0014
Si	0.0024	0.0015	0.0028
Si	0.001	-0.0002	0.0032
Si	0.0002	-0.0003	0.0018
Si	0.0001	0.0001	0.0045
Si	0	-0.0002	0.0016
Si	-0.0015	-0.0012	0.0022
Si	-0.0008	-0.0004	0.0024
Si	0	0	-0.001
Si	-0.0006	-0.0012	0.0006
Si	-0.0013	-0.001	0.0026
Si	0	-0.0014	-0.0019
Si	0.0001	-0.0001	0.0016
Si	-0.0006	0.0007	0.0017
Si	-0.0003	-0.0007	0.0009
Si	-0.0823	-0.3686	-0.5507
Si	-0.0689	-0.1366	0.4778
Si	0.0463	-0.1629	0.8413
Si	0.1707	-0.1989	-0.2904
Si	-0.0188	0.4773	0.4576
Si	0.237	0.2345	-0.4238
Si	0.2317	-0.1548	-0.7279
Si	-0.0518	-0.0104	0.2036
Si	-0.0831	0.0768	-0.0177
Si	-0.0039	-0.0516	0.0392
Si	-0.0852	0.1037	0.0125
Si	0.0488	0.0024	0.0366
Si	-0.0051	-0.0581	0.0394
Si	-0.0311	0.0518	-0.0361
Si	0.0993	0.0144	0.0503
Si	-0.0465	0.0457	-0.0064
Si	0.0489	-0.0509	0.0011
Si	-0.0065	0.0711	-0.0327
Si	0.0329	-0.1061	-0.0001
Si	-0.0317	0.0105	-0.0267
Si	0.0134	0.0362	-0.0356
Si	0.0421	-0.0512	0.0062
Si	-0.082	-0.0288	-0.0095
Si	0.0884	-0.027	-0.0001
Si	0.0311	0.0246	0.0395
Si	-0.0477	0.0149	0.0218
Si	-0.0518	0.0734	-0.0287
Si	0.0559	-0.0382	0.0245
Si	-0.0409	0.0365	0.0277
Si	0.0207	-0.026	0.0446
Si	-0.0397	-0.0302	0.0205
Si	-0.0555	0.1171	-0.0269
Si	-0.0253	0.1097	-0.0519
Si	0.2128	0.068	0.0032
Si	-0.074	-0.2145	0.0127
Si	-0.0478	-0.0579	-0.0387
Si	0.0633	-0.0232	0.0238
Si	0.0392	0.089	-0.0093
Si	0.0069	-0.0102	-0.0335
Si	-0.08	-0.2095	-0.0182
Si	-0.2168	0.0767	-0.3804
Si	0.0299	-0.1231	0.4855
Si	0.2043	-0.0728	-0.9344
Si	-0.2794	0.2017	0.5151
Si	-0.2315	0.0518	0.1337
Si	0.2553	0.1635	-0.1075
Si	-0.0509	0.1448	0.3645
Si	-0.35	-0.1396	-0.275
Si	-0.0116	0.0235	0.0067
Si	0.0077	-0.0049	0.0088
Si	-0.0041	0.0004	0.0045
Si	0.0009	-0.0154	0.0063
Si	0.0058	-0.0098	0.0131
Si	-0.0033	-0.0093	0.0097
Si	-0.0016	0.0018	0.0082
Si	0.0041	-0.0052	0.0004
Si	0.0011	-0.0052	-0.0075
Si	-0.0146	-0.0011	-0.0079
Si	0.0253	-0.0064	-0.0172
Si	-0.0029	0.0136	0.0019
Si	0.0063	0.0186	-0.007
Si	-0.0019	0.0059	0.0027
Si	0.0051	0.0053	-0.0015
Si	-0.0029	-0.0053	0.001
Si	-0.0205	0.0307	0.0088
Si	-0.0017	0.0079	-0.007
Si	0.0318	-0.0536	-0.0055
Si	-0.0025	0.0011	0.0021
Si	-0.0155	-0.0148	-0.0288
Si	-0.0065	-0.0103	-0.009
Si	-0.0023	-0.0014	-0.0261
Si	0.011	-0.0019	-0.0173
O	0.0039	-0.0072	0.0091
O	-0.0223	0.0052	-0.0285
O	-0.0121	0.0063	0.021
O	-0.0127	0.0085	0.0237
O	-0.0273	0.0057	0.0495
O	-0.0353	0.0321	0.0362
O	0.012	-0.0146	0.0064
O	0.0068	0.005	0.011
O	-0.0015	0.0062	-0.0109
O	0.0038	0.0054	-0.016
O	-0.0064	0.0098	-0.0032
O	0.0063	-0.0019	-0.022
O	-0.0007	-0.0087	-0.0126
O	-0.0041	-0.0021	-0.0087
O	0.0157	-0.006	-0.0091
O	-0.0006	-0.0016	-0.0148
Si	-0.0018	0.0017	0.0079
Si	0.0001	0.0032	0.0022
Si	-0.0148	0.0067	-0.0281
Si	-0.0022	-0.0036	0.008
Si	0.0014	-0.006	0.0144
Si	-0.013	-0.0006	-0.0251
Si	0.0024	0.0015	0.011
Si	0.0046	-0.0005	0.0051
Si	0	0.0016	0.0033
Si	-0.0059	-0.009	-0.005
Si	0.0015	0.0011	0.0038
Si	0.0055	0.0116	-0.0205
Si	0.0074	0.0019	-0.0003
Si	0.0037	0.0003	-0.0009
Si	0.0014	-0.0008	0.0043
Si	0.0045	0.0038	0.0059
Si	0.0001	0.0018	0.0051
Si	0.006	0.0007	0.0125
Si	0.0038	-0.0611	-0.0394
Si	0.0048	-0.0009	0.0015
Si	0.006	-0.0029	-0.0204
Si	0.0027	0.0025	-0.0123
Si	0.0043	0.0051	0.0114
Si	-0.01	0.0017	-0.0118
Si	0.004	0.0061	0.009
Si	0.0008	0.006	0.0195
Si	0.0065	0.0027	0.001
Si	-0.0009	0.0024	0.001
Si	0.0002	0.0006	0.0109
Si	0.0038	0.0028	0.007
Si	0.0079	-0.029	-0.0033
Si	0.0028	-0.0004	0.0023
Si	0.0683	0.0457	-0.024
Si	0.0024	0.0004	0.005
Si	0.0007	0.0012	0.0045
Si	0.003	-0.0018	0.0031
O	0.0036	0.0012	0.0108
O	0.0073	-0.0007	0.0018
O	0.0033	-0.0033	-0.0005
O	0.0051	-0.0011	-0.0029
O	0.0006	0.0102	0.0095
O	-0.0021	-0.0055	0.0064
O	0.0012	-0.0015	-0.0012
O	0.0012	-0.0044	0.0033
O	0.001	0.0003	-0.004
O	-0.0032	-0.0055	0.0089
O	-0.0029	-0.0059	-0.0001
O	0.0035	0.0049	0.0004
O	-0.0055	-0.0031	0.0017
O	-0.0103	0.0092	0.0031
O	0.0036	0.0026	0.0014
O	0.0035	-0.0115	-0.001
O	0.0032	-0.0029	0.0013
O	0.0041	-0.0023	0.0016
O	0.0574	-0.0008	-0.0444
O	0.0155	0.0096	0.0307
O	-0.0038	0.0106	-0.014
O	-0.0024	-0.0008	0.0007
O	-0.0002	0.001	0.0001
O	0.0028	0.0036	0.0019
O	0.0076	-0.0004	-0.0022
O	0.0083	0.0137	0.0185
O	0.0002	0.0014	0.0087
O	0.0021	-0.0007	0.0065
O	0.0018	-0.0088	0.0055
O	0.0011	-0.0012	0.0019
O	0.0175	-0.015	0.0253
O	0.0049	0.0043	0.0013
O	-0.0036	-0.0005	-0.0047
O	-0.0029	0.0023	-0.0033
O	0.0092	0.0012	-0.0009
O	0.0079	0.0022	-0.0008
O	0.0049	0.0103	0.0106
O	0.0025	0.0019	0.0029
O	0.0067	0.0042	-0.0062
O	0.0009	-0.0015	-0.0003
O	-0.0013	0.0042	0.0017
O	0.0041	-0.0032	0.0025
O	-0.0013	0.005	0.0057
O	0.0008	0.0018	0.0058
O	0.0014	-0.0008	-0.0031
O	0.0064	0.0007	-0.0113
O	0.0084	-0.0032	0.0179
O	-0.0004	-0.0008	0.0005
O	0.0057	0.0033	-0.0037
O	0.002	-0.0006	-0.0004
O	-0.0033	-0.0019	-0.0032
O	0.0059	0.0001	0.0008
O	0	0.0011	0.0016
O	-0.0011	0.0035	0.0019
O	0.0027	0.0004	-0.0008
O	0.0025	-0.0021	-0.0034
O	-0.0127	0.0251	-0.016
O	0.0006	-0.0031	0.0032
O	-0.0034	0.0079	0.0059
O	0.0031	0.0034	0.0009
O	0.0083	0.0024	0.0066
O	0.0034	-0.0099	0.0049
O	0.0011	0.0033	0.0018
O	0.0291	0.0185	0.0207
H	-0.0599	-0.0282	0.0298

The program warned: the cutoff lies below the one the program advises for these potential files; the exchange-correlation potential is rough where the density is thin.
